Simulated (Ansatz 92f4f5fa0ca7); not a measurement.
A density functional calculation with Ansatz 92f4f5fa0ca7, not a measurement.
Periodic cell of 375 atoms, Si241O134, from a study of silicon, its oxide and their interface. The atomic structure is a simulated model.
Doubt: the cutoff is far below the 930 eV that the study's wrapper takes by default for these files, so forces and energies are approximate.
This geometry differs little from another in the collection (a relaxation step or a small displacement).

Settings
functional: PBE
potential files: Ansatz PAW
basis: plane waves
wave-function cutoff: 580 eV
density cutoff ratio: 5
exchange-correlation grid ratio: 1
k mesh: 1 x 1 x 1, Gamma-centred
self-consistency stop: 5e-08 eV per atom in the density residual
occupations: fixed
spin: none
net charge: 0

Cell vectors (angstrom)
a	11.6015	0	0
b	0	13.3963	0
c	0	0	41.8061

Atoms and the computed forces on them: element, x, y, z (angstrom), force x, y, z (eV/angstrom)
Si	0	2.2327	1.1851	0.0385	0.1219	0.0189
Si	3.8672	2.2327	1.1851	-0.0725	0.0071	0.0625
Si	7.7343	2.2327	1.1851	0.0073	0.0396	0.0025
Si	1.9336	5.5818	1.1851	-0.0327	-0.0213	0.0432
Si	5.8008	5.5818	1.1851	0.0325	-0.0596	-0.0438
Si	9.6679	5.5818	1.1851	0.0125	-0.0412	0.0084
Si	0	8.9308	1.1851	-0.0377	-0.0271	0.0466
Si	3.8672	8.9308	1.1851	0.0117	0.0699	-0.0413
Si	7.7343	8.9308	1.1851	0.0039	0.0121	0.0405
Si	1.9336	12.2799	1.1851	0.0748	-0.0144	-0.0366
Si	5.8008	12.2799	1.1851	-0.0921	-0.0446	0.0109
Si	9.6679	12.2799	1.1851	0.035	-0.0156	-0.0358
Si	1.9336	1.1164	1.9745	-0.0478	-0.1444	-0.0094
Si	5.8008	1.1164	1.9745	0.0729	0.0109	-0.0248
Si	9.6679	1.1164	1.9745	-0.017	-0.098	-0.0314
Si	0	4.4654	1.9745	-0.1017	-0.0423	0.0269
Si	3.8672	4.4654	1.9745	0.107	0.0816	-0.0138
Si	7.7343	4.4654	1.9745	-0.0658	0.0272	0.0192
Si	1.9336	7.8145	1.9745	0.1634	-0.0223	-0.0412
Si	5.8008	7.8145	1.9745	-0.0662	0.0231	-0.0347
Si	9.6679	7.8145	1.9745	0.0622	0.0955	-0.0217
Si	0	11.1635	1.9745	-0.0863	0.0637	-0.0153
Si	3.8672	11.1635	1.9745	0.0132	0.0027	0.0741
Si	7.7343	11.1635	1.9745	0.0138	0.019	-0.0211
Si	1.9336	1.1164	4.3426	-0.101	-0.3998	-0.143
Si	5.8008	1.1164	4.3426	0.1555	0.029	0.3747
Si	9.6679	1.1164	4.3426	-0.0471	-0.2139	0.3698
Si	0	4.4654	4.3426	-0.283	-0.0596	-0.3495
Si	3.8672	4.4654	4.3426	0.3613	0.2324	0.0746
Si	7.7343	4.4654	4.3426	-0.1309	0.0282	-0.3757
Si	1.9336	7.8145	4.3426	0.3737	-0.0515	0.0418
Si	5.8008	7.8145	4.3426	-0.1424	0.0852	0.1059
Si	9.6679	7.8145	4.3426	0.1028	0.2543	0.0026
Si	0	11.1635	4.3426	-0.1812	0.1453	0.1119
Si	3.8672	11.1635	4.3426	0.0268	-0.0042	-0.3025
Si	7.7343	11.1635	4.3426	0.0188	0.0323	0.3686
Si	0	0	37.4655	0.3095	0.3943	0.9728
Si	3.8672	0	37.4655	-0.1288	0.1357	-0.3421
Si	7.7343	0	37.4655	-0.2909	-0.2537	0.9019
Si	1.9336	3.3491	37.4655	-0.0436	0.1543	-1.1075
Si	5.8008	3.3491	37.4655	-0.0682	-0.4552	0.4278
Si	9.6679	3.3491	37.4655	-0.1281	-0.2448	-0.058
Si	0	6.6981	37.4655	-0.0554	-0.341	-0.5712
Si	3.8672	6.6981	37.4655	0.1627	0.2837	0.6164
Si	7.7343	6.6981	37.4655	-0.134	0.0069	0.1198
Si	1.9336	10.0472	37.4655	0.0606	-0.2861	-0.3285
Si	5.8008	10.0472	37.4655	0.0594	0.2175	-0.4195
Si	9.6679	10.0472	37.4655	-0.0328	0.3858	-0.3551
Si	0	0	39.8337	0.2	0.1866	-0.0018
Si	3.8672	0	39.8337	-0.0248	0.0233	0.0557
Si	7.7343	0	39.8337	-0.1088	-0.078	-0.0464
Si	1.9336	3.3491	39.8337	0	0.0657	0.1132
Si	5.8008	3.3491	39.8337	-0.072	-0.2544	0.0064
Si	9.6679	3.3491	39.8337	-0.0583	-0.0717	0.0595
Si	0	6.6981	39.8337	0.0117	-0.1401	0.0476
Si	3.8672	6.6981	39.8337	-0.0097	0.1523	-0.0224
Si	7.7343	6.6981	39.8337	-0.0161	0.0019	-0.0117
Si	1.9336	10.0472	39.8337	-0.0045	-0.1205	0.0137
Si	5.8008	10.0472	39.8337	0.0115	0.0477	0.0436
Si	9.6679	10.0472	39.8337	0.0221	0.0946	0.0453
Si	0	2.2327	40.6231	-0.0479	-0.1329	0.0096
Si	3.8672	2.2327	40.6231	0.0817	0.0077	0.0019
Si	7.7343	2.2327	40.6231	-0.0119	-0.04	0.0478
Si	1.9336	5.5818	40.6231	0.0437	0.0276	-0.0309
Si	5.8008	5.5818	40.6231	-0.0312	0.0558	-0.0469
Si	9.6679	5.5818	40.6231	-0.0267	0.0284	-0.0421
Si	0	8.9308	40.6231	0.0442	0.05	-0.0745
Si	3.8672	8.9308	40.6231	-0.0077	-0.0792	0.0317
Si	7.7343	8.9308	40.6231	-0.0098	-0.0251	-0.0449
Si	1.9336	12.2799	40.6231	-0.074	0.0514	-0.0192
Si	5.8008	12.2799	40.6231	0.0795	0.0558	0.0247
Si	9.6679	12.2799	40.6231	-0.0213	0.0281	-0.009
Si	0.1427	-1.6054	25.2794	-0.0157	0.0065	0.0026
Si	1.6808	1.9222	27.6799	0.0065	0.0139	0.0111
Si	4.6855	-1.2009	28.4527	-0.0006	-0.0045	0.0027
Si	5.6306	-2.3592	31.2875	0.0696	0.0113	0.0316
Si	10.5751	1.4292	31.2438	-0.0405	0.0943	0.0004
Si	14.4147	5.3715	33.2371	0.0176	0.0254	0.0073
Si	2.7263	2.1874	30.7839	-0.1101	0.0263	0.0388
Si	4.5554	5.9549	26.9012	0.0093	0.0101	-0.0015
Si	3.0885	7.9925	22.654	0.0012	-0.0087	0.0008
Si	-2.5874	5.5154	33.7384	-0.0236	0.0228	0.0131
Si	3.868	8.8397	33.5675	-0.0007	0.0275	-0.0041
Si	11.6741	8.4415	33.4536	-0.0297	0.0459	-0.056
Si	-3.9584	8.1733	33.0616	0.0232	-0.0044	-0.0034
Si	1.5481	-1.9144	28.2259	0.01	-0.0027	-0.0008
Si	2.5268	6.5067	29.0854	0.0006	0.0007	-0.0035
Si	5.0331	-0.877	33.0485	0.0073	-0.0234	-0.0211
Si	0.1053	5.0718	30.4105	-0.0538	0.0151	-0.0297
Si	9.0726	1.876	19.791	-0.0044	0.0002	-0.0058
Si	-5.1452	14.532	28.8351	0.0029	0.003	-0.0093
Si	0.7737	4.3646	32.6807	0.0135	-0.1108	-0.0244
Si	7.765	2.8724	26.4596	0.0166	0.0059	0.009
Si	0.1231	10.7673	33.0713	0.045	0.0336	0.0424
Si	0.9391	15.4855	32.3044	0.0778	0.0651	-0.0343
Si	13.8997	11.4136	32.4346	-0.0754	0.0372	-0.0281
Si	-3.7762	-2.9006	32.3152	-0.0088	0.0078	-0.0422
Si	8.0642	4.6029	30.0309	-0.0202	-0.0306	0.0185
Si	9.3578	7.6919	27.533	0.0626	-0.0346	0.0731
Si	6.5547	3.188	31.1515	0.0954	0.038	-0.0229
Si	5.0474	1.2667	22.1017	0.0108	0.0029	-0.0035
Si	7.328	2.3975	33.2712	-0.0055	-0.0094	-0.0087
Si	2.0097	8.8224	29.8098	0.0164	-0.0126	-0.0035
Si	-1.4926	15.3304	27.913	-0.0159	0.0372	0.0183
Si	10.1255	3.3415	29.8389	0.0118	-0.058	-0.0024
Si	-1.2221	6.9918	30.49	0.0488	0.0845	-0.0314
Si	9.1562	10.6363	26.4269	-0.0068	-0.0095	0.0158
Si	9.6269	15.3721	33.3282	0.0317	-0.0387	-0.0515
Si	1.701	0.7463	34.1675	0.0657	-0.0385	-0.0481
Si	6.4042	0.4687	34.3403	-0.0086	-0.0173	0.0045
Si	9.7261	0.0775	34.6375	0.0289	-0.0508	0.028
Si	-0.8983	3.9975	34.2654	-0.0044	-0.024	-0.0289
Si	4.7985	5.2269	34.5543	0.0161	-0.0247	0.0009
Si	7.0575	4.3925	34.4791	-0.0107	0.0005	0.0262
Si	2.0704	7.5101	34.2217	0.034	0.0149	0.0036
Si	5.6572	7.5233	34.3317	-0.04	-0.0038	0.0116
Si	9.5811	7.7066	34.3664	0.0299	-0.0075	-0.0147
Si	0.1545	12.3905	34.6521	-0.0176	0.0217	-0.0524
Si	3.7313	11.043	34.3253	0.012	-0.0023	0.0398
Si	7.9136	11.9792	34.3476	0.0102	0.0166	0.0238
Si	1.9445	1.143	36.5758	0.0063	-0.0108	-0.009
Si	5.8197	1.0678	36.6222	-0.0058	-0.007	-0.0023
Si	9.6501	1.0709	36.7744	0.0022	-0.0137	0.0074
Si	-0.058	4.4223	36.5744	0.0067	0.007	0.0176
Si	3.933	4.5184	36.6852	0.0031	0.0077	0.0112
Si	7.7049	4.4431	36.7373	-0.0212	-0.0152	0.0017
Si	1.9443	7.7598	36.6172	0.0139	-0.0111	0.0082
Si	5.803	7.8236	36.6786	-0.0071	0.0172	0.0133
Si	9.6613	7.8278	36.7047	0.0022	0.0072	0.0027
Si	0.0306	11.2052	36.7152	0.0038	-0.0172	0.0077
Si	3.8454	11.1771	36.6864	-0.001	-0.0053	-0.0118
Si	7.7383	11.1847	36.6258	0.0009	0.0024	-0.007
Si	0.0062	-0.0021	5.2034	0.0062	0.0028	-0.0066
Si	3.8706	-0.0088	5.1197	-0.0064	0.0066	-0.0035
Si	7.7291	-0.0124	5.213	-0.007	0.0004	-0.0022
Si	1.9329	3.3405	4.9962	0.0089	-0.0107	-0.0004
Si	5.8177	3.3637	5.1663	-0.0046	0.0014	0.0014
Si	9.6347	3.3447	5.1088	-0.021	0.0001	-0.0008
Si	0.0158	6.6914	5.0669	0.0152	-0.0105	-0.0015
Si	3.8941	6.6928	5.2178	-0.0001	-0.0059	-0.0032
Si	7.7441	6.7052	5.0739	0.0087	0.0061	-0.009
Si	1.9284	10.0583	5.0828	-0.0037	0.0111	-0.0144
Si	5.7847	10.058	5.1523	-0.0113	0.0142	0.003
Si	9.6679	10.0573	5.2033	-0.002	-0.0009	-0.0081
Si	0.0001	0.0047	7.6352	-0.0215	-0.0064	0.0056
Si	3.8813	-0.0251	7.4796	0.0136	-0.0162	0.0011
Si	7.7187	-0.0513	7.6598	0.0019	0.0037	0.0026
Si	1.9043	3.3073	7.2886	-0.0003	0	-0.0215
Si	5.8679	3.4224	7.5675	0.0026	-0.0107	-0.0108
Si	9.54	3.3565	7.4604	0.0048	0.0096	-0.0087
Si	0.1756	6.6446	7.3842	-0.0255	-0.0113	0.0004
Si	4.0652	6.6734	7.6616	0.0099	0.0096	-0.0025
Si	7.8635	6.7825	7.3978	-0.0107	-0.0111	0.0033
Si	1.8887	10.0821	7.414	0.0091	-0.0238	0.0172
Si	5.6996	10.0946	7.5365	-0.0002	-0.0377	0.0121
Si	9.6516	10.0638	7.631	0.0212	-0.0083	0.0168
Si	-0.0787	2.3224	8.1479	0.0054	0.003	-0.0015
Si	3.864	2.2581	8.0561	-0.0025	0.0105	-0.0165
Si	7.6572	2.1681	8.5119	-0.014	-0.0093	0.0126
Si	2.0876	5.4537	8.1669	0.0006	-0.0248	-0.0268
Si	3.8648	3.1528	11.0493	-0.0275	0.0205	-0.016
Si	9.805	5.6318	8.1386	0.0482	-0.0023	-0.0201
Si	1.4214	4.7406	10.2928	-0.0572	0.0448	0.055
Si	3.7648	8.9446	8.307	0.0157	0.0403	-0.0009
Si	7.5248	8.7193	10.6246	0.0342	0.0141	-0.0006
Si	1.9729	12.2708	8.4036	0.0054	0.008	-0.0058
Si	5.7224	12.2685	8.498	-0.0096	0.0013	-0.0087
Si	9.7025	12.288	8.5168	0.0057	-0.0031	0.0233
Si	-2.4309	8.5944	14.6215	0.0164	-0.0055	-0.0145
Si	5.0093	-1.2842	10.8689	0.0294	0.0072	-0.0131
Si	7.4764	6.2352	10.6173	-0.0137	-0.0261	0.0332
Si	6.0376	10.2404	12.1622	-0.0313	-0.0428	0.0045
Si	5.1938	5.5248	12.1046	0.0188	-0.0015	0.0138
Si	7.136	2.1686	17.4434	-0.002	0.012	-0.0113
Si	0.0299	8.8485	8.2087	-0.0228	0.0266	0.0028
Si	0.0546	13.6668	15.7262	0.0038	-0.0034	-0.0044
Si	2.6322	11.6438	10.6727	-0.0359	-0.0072	-0.0033
Si	7.4259	14.9866	10.9683	0.0045	0.0081	-0.0395
Si	5.3976	14.1604	12.1388	-0.012	0.0044	0.0271
Si	14.5196	9.2942	10.499	0.0241	-0.0261	-0.0014
Si	-1.9123	-0.6642	10.9178	0.0402	-0.0373	-0.084
Si	10.5881	-4.8374	17.3971	-0.0013	0.0012	-0.0028
Si	6.4012	-2.5546	17.5152	-0.0025	-0.0045	0.0067
Si	-4.5416	10.9547	14.4413	0.0257	-0.0236	-0.0076
Si	8.2648	9.9881	21.4623	0.0143	0.0036	0.0279
Si	12.2804	8.5969	10.4634	-0.0283	-0.0348	-0.0129
Si	4.7589	14.5628	19.2228	-0.0007	0.0029	-0.0084
Si	0.247	6.4372	11.3263	0.023	0.0146	-0.0104
Si	4.2302	8.61	12.3208	-0.0048	0.0756	-0.0386
Si	-1.5131	9.8668	11.9548	0.0038	-0.0264	0.0182
Si	-0.1928	15.1784	11.9669	0.0115	0.0043	-0.0218
Si	9.8085	5.3872	10.484	-0.0121	0.0074	-0.0058
O	18.4101	-21.0638	12.0732	-0.0015	-0.0068	0.0084
O	16.8845	4.2036	31.4301	-0.0556	0.0021	0.0214
O	7.9621	10.4932	25.3572	-0.0057	0.0009	-0.0018
O	-1.3405	-19.8345	26.4127	-0.0216	0.0258	-0.0012
O	-1.5295	40.3817	15.3944	0.0029	-0.0016	-0.0016
O	-30.321	-6.4145	19.1571	-0.0019	-0.0004	0.0013
O	16.5131	-22.3733	10.9042	-0.0129	-0.0143	-0.008
O	2.342	24.7414	17.8595	-0.0001	0.0039	0.0025
O	15.3895	-11.1575	9.7204	0.0008	0.0011	0.0307
O	-3.6643	-1.0263	14.552	-0.0011	0.0026	-0.0022
O	14.942	-1.4526	13.9504	0.0105	-0.0014	-0.0002
O	-7.3382	16.1089	19.5316	0.0025	-0.0041	0.0015
O	-14.0006	-4.0924	27.3616	0.0016	-0.0147	-0.0057
O	-1.169	-5.2356	24.1564	0.0024	-0.0074	-0.0177
O	21.6984	34.1755	28.9161	-0.0496	-0.0082	-0.0995
O	26.2841	1.1017	14.6431	-0.0004	0.0015	-0.0037
O	16.6926	13.7829	28.3473	-0.0024	0.0014	-0.0071
O	26.9747	-24.4897	25.1588	-0.0026	-0.0074	-0.0021
O	1.9778	16.7311	26.9131	0.0082	-0.0019	-0.0077
O	7.6756	13.481	29.1429	-0.0001	-0.0039	-0.0075
O	8.9656	25.3762	27.3325	-0.0053	-0.0082	-0.0056
O	5.8954	-8.4889	20.2098	0.0022	-0.0008	0.0025
O	25.0506	6.2954	18.9946	0.001	-0.0014	0.002
O	-10.3836	18.89	29.2098	0.0106	0.0036	0.0155
Si	3.106	0.8058	25.3005	0.0002	0.0012	0.0097
Si	3.6345	9.7034	31.3932	0.0046	0.0113	0.0248
Si	-3.4974	18.8356	23.0059	-0.0011	0.0077	0.0029
Si	6.128	5.6531	8.5047	0.0132	0.0085	0.0019
Si	-0.4242	16.7224	10.2369	-0.004	-0.0143	0.007
Si	7.2796	5.5043	27.9203	0.0125	0.0038	0.0062
Si	-1.3441	0.4223	23.4253	-0.0008	-0.0034	0.0103
Si	-3.1257	12.3465	19.3852	-0.0003	-0.0128	0.0072
Si	8.5177	5.4207	15.0436	-0.0026	0.0091	-0.0048
Si	15.2924	4.5328	31.172	0.029	-0.0008	-0.0499
Si	10.6974	-0.8188	30.0956	-0.0179	-0.071	0.0462
Si	0.636	18.5986	19.1368	0.0029	0.0069	-0.0017
Si	10.3024	5.8966	21.2753	0.0028	0.0163	-0.0033
Si	2.169	9.0394	14.668	0.0058	-0.0035	-0.0118
Si	-6.1812	12.0655	25.6019	0.0066	-0.0045	0.0022
Si	3.61	4.4896	14.6259	-0.0059	0.0048	0.003
Si	12.1309	-0.7009	21.0427	-0.0129	0.0039	-0.0145
Si	-8.4515	13.6749	32.2837	-0.0927	-0.0045	0.1099
Si	3.7428	-1.1901	17.6977	-0.0018	-0.003	0.0001
Si	1.5364	5.6798	23.9054	-0.007	0.0073	0.0068
Si	1.744	11.7822	13.6095	-0.0034	-0.0122	0.011
Si	-1.5043	-2.7041	31.3928	-0.0011	-0.0167	-0.002
Si	19.3776	8.4243	18.9128	0.0009	-0.005	-0.0062
Si	13.4107	1.9969	14.2334	-0.0012	0.0028	-0.0032
Si	2.0054	4.0142	21.4402	0.0046	0.0146	-0.0042
Si	7.2447	0.6983	24.3545	0.0047	0.0099	0.0106
Si	14.7359	3.6696	25.8072	-0.0039	0.009	0.0052
Si	11.0017	18.9294	16.6282	-0.0011	0.0032	-0.0081
Si	1.0958	-3.2011	22.7174	-0.0031	-0.0147	0.0051
Si	6.0553	4.1677	16.4615	0.003	0.0032	0.0015
Si	1.2477	6.2648	14.4029	-0.0031	0.0023	-0.0202
Si	-3.119	0.4128	15.1448	-0.0038	0.006	0.0069
Si	10.9138	8.6146	22.6543	-0.014	-0.0071	0.0162
Si	11.5938	8.7905	31.1271	-0.0688	-0.0722	0.0376
Si	18.489	9.9505	24.2838	0.0079	0.0031	-0.0056
Si	-2.7187	16.226	13.2639	0.0069	0.0095	0.0171
Si	16.4098	3.7831	20.6803	-0.0007	0.006	-0.0047
Si	-2.1177	3.0678	21.9874	0.0035	0.0162	0.0072
Si	10.3663	6.6722	24.8345	-0.0109	0.0162	0.0178
Si	14.5451	7.3938	19.5149	0.0043	-0.0018	0.0012
Si	7.6337	8.9828	8.262	-0.0443	0.0546	-0.0288
Si	8.4753	-7.0364	31.629	0.0365	-0.0156	-0.0516
Si	5.8007	6.0328	19.005	-0.0016	-0.0008	-0.0039
Si	-0.3925	-0.0577	18.8479	-0.0089	-0.0039	-0.0164
Si	14.2676	1.0864	22.4624	0.0009	0.0036	0.0029
Si	1.9175	9.7569	17.6628	-0.0016	-0.0017	-0.0006
Si	-2.4438	-0.2199	28.4546	0.013	0.0308	-0.0228
Si	4.0498	-0.1743	14.6731	-0.0057	0.0042	0.0128
Si	17.3236	7.1432	24.1283	0.0045	-0.0022	-0.0008
O	-13.24	-1.1286	18.7091	0.0101	0.0044	0.0012
O	-4.1238	-8.921	26.6231	-0.0005	-0.0033	-0.0077
O	12.6278	25.1846	26.6837	0.0061	-0.0001	0.0059
O	7.8451	27.7887	16.5308	0.0027	-0.0059	0.0004
O	10.5146	4.3381	21.7833	-0.0009	-0.0133	-0.0007
O	34.0752	26.488	22.0787	0.0083	-0.0011	-0.0035
O	-24.2371	1.4453	19.1996	0.0014	0.0017	0.0022
O	6.9442	-11.2191	27.6911	-0.0001	-0.0155	0.0015
O	-7.4789	-0.4379	25.2232	0	-0.0003	-0.005
O	0.5444	-1.1759	29.3046	0.0087	0.0162	-0.0017
O	25.739	31.4667	24.6922	-0.0005	-0.0029	0.0019
O	25.1234	13.4963	21.3954	0.0046	0.0044	0.0041
O	3.6457	-7.6686	30.0217	0.0071	-0.0181	0.0265
O	14.2144	8.8274	18.8052	-0.0007	0.0023	0.0009
O	11.5808	9.834	11.3373	0.0295	0.0584	0.0179
O	18.4803	22.7203	17.8845	0.0017	0.0016	-0.0012
O	17.8615	24.3619	15.8881	-0.011	0.0035	-0.0079
O	33.7214	24.1677	25.5662	0.0005	0.0008	-0.0017
O	-8.788	-5.8655	21.1255	-0.0008	-0.0022	-0.0087
O	-18.83	4.3771	26.5543	-0.0041	-0.0073	-0.0071
O	0.3033	-0.0155	17.3356	-0.0036	-0.0017	0.0153
O	12.4741	-29.0821	21.3509	0.0074	-0.0019	0.0027
O	1.3699	-3.1633	13.9079	-0.0079	0.011	-0.0112
O	6.0624	1.9245	30.2028	0.0008	0.003	0.0058
O	-3.6921	20.362	27.5373	-0.0023	0.0113	-0.0164
O	9.7293	-3.9271	21.9296	-0.0283	0.0198	-0.0138
O	16.5357	11.1787	18.1506	0.0024	0.0007	-0.0003
O	0.0911	1.624	27.6369	0.0036	-0.0149	-0.008
O	16.1796	17.2473	15.7781	-0.0022	-0.0037	-0.0019
O	21.5329	22.4205	15.987	-0.0008	0.0024	-0.0022
O	24.3773	17.353	20.0421	0.001	-0.0058	0.0002
O	6.9734	5.1013	15.454	-0.0044	-0.0031	-0.0004
O	8.2046	29.4858	18.6179	0.0076	-0.004	0.0089
O	17.2271	-8.2412	17.6694	0.0008	-0.0012	0
O	24.2914	-18.9565	14.7653	-0.0121	-0.0129	0.0066
O	11.7209	5.7884	24.6679	0.0147	-0.0017	-0.0114
O	4.9635	20.0982	25.5062	0.0007	-0.0015	0
O	-0.4897	-13.5454	24.7415	0.0009	0.0006	-0.0062
O	-0.6742	13.6992	11.4105	-0.0051	-0.0076	0.0122
O	15.1038	18.0048	21.1709	-0.0037	-0.0032	0.0013
O	-1.1731	2.3626	13.1441	-0.0014	-0.0009	0.0148
O	-3.4354	3.8127	22.697	0.006	-0.0119	-0.0053
O	-8.4253	-6.8181	27.5587	0.0007	0.0064	-0.0169
O	5.2918	27.3289	20.6419	-0.0008	-0.0007	0.0081
O	5.5018	11.6057	29.7303	-0.0066	0.0012	-0.0209
O	-15.7553	11.8903	18.2084	0.0004	0.0033	-0.0081
O	20.9846	-10.7722	26.5958	-0.003	-0.001	-0.0188
O	-4.2889	10.2295	22.7483	0.0333	-0.0078	-0.0256
O	24.2159	-2.2525	24.0631	0.0112	-0.0089	-0.0145
O	7.1779	20.2989	18.8764	0.0007	-0.0008	-0.0006
O	8.1374	2.8412	11.8062	-0.0041	-0.0037	-0.008
O	-4.8668	8.3528	24.5255	-0.0015	0.0006	-0.0009
O	-9.3184	1.8963	29.1894	-0.004	0.0085	-0.0118
O	-0.4598	20.4415	17.2169	0.0012	-0.005	0.0006
O	12.4131	-14.1514	14.6597	-0.0054	0.0028	0.0014
O	20.4858	-9.0584	13.8755	0.0053	-0.0038	-0.0068
O	24.4538	28.4021	12.7384	-0.0017	-0.0009	0.0019
O	28.7225	10.8061	24.5684	0.0072	-0.0018	-0.0008
O	21.7133	-17.7187	13.3799	-0.0033	0.0009	0.0109
O	13.6623	15.9688	22.155	0.0024	-0.0134	0.0039
O	-18.6794	20.4042	11.9431	-0.0041	-0.0055	0.0131
O	21.8511	2.0369	23.0465	-0.0019	0.0023	-0.0071
O	11.7868	17.9825	17.6944	0.0014	-0.0053	-0.0021
O	7.5777	22.3125	20.4515	0.0026	0.0037	0.0098
O	3.0653	-14.7508	28.5298	-0.0035	0.0011	-0.005
O	5.9215	1.3011	18.112	-0.003	-0.0035	0.0045
O	14.2177	-3.8407	22.7527	-0.0032	0.0093	-0.0004
O	5.3989	29.6681	21.9027	-0.0015	-0.0084	0.0023
O	-2.2244	-4.847	18.5192	-0.0013	0.0013	0.0025
O	14.1664	9.3947	16.2033	0.0066	0.0054	0.0076
O	8.1438	1.6472	14.1143	-0.007	-0.0037	-0.0066
O	-14.0762	9.0156	10.9684	0.0018	-0.0202	-0.0189
O	13.2797	25.4943	11.9966	0.0075	0.0056	-0.0245
O	11.8743	22.9318	17.7407	0.003	0.0017	0.0012
O	2.1841	-6.2325	23.7393	0.0004	-0.0019	-0.0021
O	9.1023	-7.5787	24.254	0.0107	0.0042	0.0021
O	-2.9345	-13.2612	23.7583	-0.0029	-0.0001	-0.0038
O	11.734	18.7924	15.1921	-0.0001	-0.0016	0.0026
O	31.9836	6.9852	14.5692	-0.0008	0.0004	0.0001
O	-7.2807	2.0503	12.1758	0.0215	-0.0221	0.0045
O	8.2942	0.1797	11.1377	-0.0189	0.0211	0.0418
O	-2.1627	5.1289	16.3764	0.0064	-0.0034	0.0118
O	-0.7547	19.2498	19.7423	-0.0017	-0.0063	0.003
O	5.258	-1.9384	27.1092	-0.0004	-0.0001	-0.0095
O	2.1599	14.0524	23.9752	0.0007	0.0024	-0.0128
O	-7.9839	0.142	18.6542	0.0003	0.0015	0.0029
O	18.9326	-11.2064	25.0417	-0.0021	-0.0111	-0.0089
O	14.3757	5.8764	14.8925	0.0031	-0.0041	0.0011
O	4.6663	4.791	13.4336	-0.0008	-0.0041	0.0002
O	-3.199	11.3954	20.687	-0.0046	-0.0173	0.0097
O	17.7333	0.6888	23.164	-0.0075	0.0029	-0.0099
O	15.7898	12.7991	16.2336	0.0033	0.001	0.0022
O	-3.3683	-12.935	19.9731	0.0034	0.0072	0.0011
O	-8.0949	-4.7479	13.8114	0.0068	-0.022	0.0118
O	-10.7409	6.1183	12.8408	0.0029	-0.0052	0.0256
O	17.3078	5.9471	28.0459	-0.0039	-0.0011	0.001
O	16.9761	0.2252	13.7595	0.0078	0	-0.0138
O	-23.6561	7.1604	21.9003	-0.0012	-0.0023	-0.0013
O	-9.9534	9.8557	28.5227	-0.0057	-0.0012	0.0044
O	21.2177	-1.9573	11.9592	-0.0193	0.038	0.0232
O	1.3104	-8.314	22.4237	0.0025	-0.003	-0.0027
O	6.5957	-20.8493	23.4071	-0.0001	-0.0023	-0.002
O	-2.8907	-7.2076	21.6418	0.003	-0.0023	-0.0033
O	2.3509	-12.6331	26.737	0.0065	-0.0003	-0.0028
O	14.0616	17.324	11.3296	0.0169	-0.0116	-0.0082
O	-4.8774	13.0539	25.5052	-0.0012	-0.0014	-0.0041
O	13.9734	3.5097	14.2479	0.0007	-0.0017	-0.0005
O	12.258	1.7567	15.3755	-0.0005	0.0002	0.0001
O	-6.9519	7.7377	23.0462	0.0015	0.0012	-0.0004
O	7.8383	22.9036	14.51	-0.01	0.0078	-0.0031

Results
free energy: -229398.768 eV
free energy less fixed offsets of O -568.88, Si -635.61 eV per atom: 13.162 eV

The program warned: the cutoff lies below the one the program advises for these potential files; the exchange-correlation potential is rough where the density is thin.
